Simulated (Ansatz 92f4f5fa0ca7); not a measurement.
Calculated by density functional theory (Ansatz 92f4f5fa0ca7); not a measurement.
Periodic cell of 223 atoms, Si132O90As1, from a study of silicon, its oxide and their interface. The atomic structure is a simulated model.
Doubt: the cutoff is far below the 930 eV that the study's wrapper takes by default for these files, so forces and energies are approximate.
This geometry differs little from another in the collection (a relaxation step or a small displacement).

Settings: functional PBE; potential files Ansatz PAW; basis plane waves; wave-function cutoff 580 eV; density cutoff ratio 5; exchange-correlation grid ratio 1; k mesh 1 x 1 x 1, Gamma-centred; self-consistency stop 5e-08 eV per atom in the density residual; occupations fixed; spin none; net charge +1 e, with a uniform compensating background and no finite-size correction.

Cell vectors (angstrom)
a 10.938 0 0
b 0 10.938 0
c 0 0 32.1988

Atoms and the computed forces on them: element, x, y, z (angstrom), force x, y, z (eV/angstrom)
Si 10.5859 0.2258 24.8492 -0.0075 0.0002 0.0018
Si 5.7312 10.6817 24.7265 0.0081 -0.0052 0.019
Si 2.4756 2.9159 24.6206 -0.0005 0.0081 -0.0126
Si 8.4188 2.4635 24.8157 -0.0068 -0.0028 0.0153
Si 0.2692 5.1686 24.7389 0.0025 0.0055 0.0078
Si 5.1444 5.7425 24.6719 -0.0095 0.0079 0.0009
Si 2.9278 8.0111 24.5823 0.0023 -0.0037 0.0176
Si 7.9382 8.4378 24.7066 -0.0091 0.0123 0.0056
Si 1.3269 1.3851 26.0193 0.0055 -0.0155 -0.0002
Si 6.8383 1.3066 26.1131 -0.0013 0.0073 0.0044
Si 4.0377 4.1024 25.9755 0.011 -0.0025 0.007
Si 9.6105 4.0557 26.0746 -0.0135 0.0099 -0.0039
Si 1.3966 6.8227 25.989 -0.0048 0.0084 0.0048
Si 6.7647 6.8523 25.9971 0.0053 -0.0035 0.0025
Si 4.0979 9.5376 25.9862 -0.0031 0.0012 0.0005
Si 9.4585 9.5698 26.1287 0.0077 -0.006 0.0062
Si 2.7238 -0.0039 27.3316 0.0072 -0.0048 -0.0014
Si 8.1756 -0.0125 27.5432 -0.0144 -0.0052 0.0152
Si 0.0109 2.7141 27.4759 0.0033 0.009 0.0254
Si 5.4335 2.7434 27.3551 0.004 -0.0074 -0.0038
Si 2.7261 5.4635 27.4188 -0.0056 0.0019 0.0129
Si 8.1637 5.4618 27.329 0.0025 -0.0048 -0.0008
Si -0.0012 8.1989 27.3516 0.0035 -0.003 -0.0023
Si 5.4305 8.1805 27.4265 -0.0038 0.005 0.0142
Si 4.076 1.364 28.7343 -0.004 0.0033 0.0031
Si 9.5779 1.3617 28.844 0.0017 -0.0019 -0.0033
Si 1.367 4.1041 28.8047 -0.0035 -0.0027 -0.0039
Si 6.8245 4.0958 28.7335 -0.0021 0.0027 0.0003
Si 4.0895 6.8168 28.8007 0.0018 -0.0025 -0.0075
Si 9.5907 6.7809 28.6964 0.0022 -0.0006 0.0055
Si 1.37 9.5671 28.7285 -0.0029 0.0003 0.0005
Si 6.7453 9.5831 28.8122 0.0028 0.0032 -0.0113
Si 0.028 -0.0176 30.1498 -0.0028 0.0012 0.0022
Si 5.4143 0.0192 30.1796 0.0018 -0.0043 -0.0012
Si 2.7361 2.7238 30.153 -0.0009 0.0024 -0.0007
Si 8.1876 2.7497 30.1409 0.0025 -0.0024 0.0021
Si -0.0176 5.4591 30.1548 0.0015 -0.0022 -0.0009
Si 5.4722 5.447 30.1388 -0.0014 0.0038 0.0019
Si 2.7192 8.2105 30.1265 0.0024 -0.0021 0.0024
As 8.2019 8.1765 30.1603 0.0004 -0.0018 -0.0031
Si 1.377 1.3568 31.5412 0.0033 -0.0007 -0.0045
Si 6.8213 1.3859 31.5021 -0.0018 0.0027 -0.0008
Si 4.1095 4.0873 31.5258 0.0013 -0.0043 -0.0037
Si 9.5593 4.0936 31.5233 -0.0012 0.0037 -0.0028
Si 1.3568 6.8451 31.4862 -0.0026 0.0023 -0.0015
Si 6.8038 6.7783 31.5876 -0.0008 -0.0039 -0.0016
Si 4.0648 9.5689 31.5295 -0.0015 0.0026 -0.0022
Si 9.6139 9.5912 31.5701 0.0047 -0.0003 0.0014
Si 2.7353 -0.003 0.7283 -0.0013 -0.0035 0.0021
Si 8.1759 0.0158 0.6746 0.002 -0.0005 -0.0016
Si -0.0037 2.7313 0.697 -0.0022 -0.0004 -0.0001
Si 5.4776 2.7296 0.705 0.0002 0.0011 0.0009
Si 2.7298 5.4883 0.654 0.0003 0.0015 -0.0009
Si 8.231 5.444 0.734 -0.0008 -0.0031 0.0012
Si 0.0175 8.1678 0.7072 0.0004 0.0015 -0.0007
Si 5.4559 8.2259 0.7054 -0.001 -0.0008 0.0001
Si 4.1298 1.3612 2.0812 0.0035 0.0027 -0.0044
Si 9.5637 1.3507 2.0573 -0.0044 -0.0033 0.0035
Si 1.3759 4.1317 2.0288 0.0037 0.0038 -0.002
Si 6.8423 4.0784 2.0892 0 -0.0028 -0.0001
Si 4.098 6.8225 2.0573 -0.0031 -0.0013 0.0029
Si 9.587 6.8305 2.0895 0.0022 0.0033 -0.0036
Si 1.3762 9.5459 2.0767 -0.0031 -0.004 0.0005
Si 6.83 9.5994 2.0647 0.0045 0.001 -0.0007
Si -0.0151 -0.0365 3.4033 0.0041 0.0004 0.0072
Si 5.4915 0.0124 3.4927 0.001 -0.0008 0.0038
Si 2.7721 2.7908 3.3705 -0.0044 -0.0059 0.0121
Si 8.1932 2.688 3.4665 -0.0039 0.0008 -0.0047
Si 0.0334 5.4685 3.453 -0.0031 0.0018 -0.0045
Si 5.4745 5.4656 3.423 0.0004 -0.0016 0.0065
Si 2.7678 8.2007 3.4622 -0.0003 0.0016 -0.0047
Si 8.205 8.229 3.3962 0.0001 0.0009 0.0022
Si 1.3899 1.3927 4.6362 -0.0016 0.0036 -0.0163
Si 6.8465 1.3478 4.9293 0.0027 -0.0021 -0.0026
Si 4.1518 4.0838 4.8189 0.0043 0.0048 -0.0151
Si 9.5798 4.0775 4.7731 0.0003 -0.0069 0.0035
Si 1.4169 6.8274 4.8386 0.0067 -0.0008 -0.0033
Si 6.8213 6.8887 4.7423 -0.0073 -0.0017 -0.0116
Si 4.1335 9.5745 4.859 0.0009 -0.0016 0.0049
Si 9.5528 9.5511 4.8087 0.0042 0.0041 -0.0194
Si 2.7456 0.1159 6.0634 0.005 -0.0084 -0.0107
Si 8.2078 -0.0629 6.2834 -0.0096 0.0095 -0.0038
Si 0.0276 2.6663 6.0526 -0.001 0.009 -0.0036
Si 5.4742 2.7275 6.3055 0.005 -0.008 -0.006
Si 2.818 5.4753 6.1972 -0.0093 0.0017 -0.0054
Si 8.1751 5.4783 6.0446 0.0085 -0.0048 -0.0035
Si 0.0127 8.1875 6.1648 -0.0001 -0.0075 -0.0009
Si 5.5254 8.2214 6.2457 -0.0091 0.0082 -0.0113
Si 3.8367 1.5709 7.6149 -0.0181 0.0082 0.0079
Si 9.8412 1.1377 7.4692 0.0147 0.0002 -0.0046
Si 1.6252 3.7987 7.3208 0.0035 -0.0192 -0.0106
Si 6.6572 4.4146 7.4896 -0.0015 0.0092 0.0019
Si 4.4079 6.6303 7.562 0.0102 0.0024 0.0025
Si 9.3665 6.947 7.4137 -0.0024 -0.0102 0.0044
Si 1.1462 9.918 7.3 0.0027 0.0138 0.0004
Si 7.1553 9.2301 7.6822 -0.0027 -0.0093 0.0167
O 8.3021 8.0822 7.9046 0.0027 0.0131 -0.0095
O 2.7122 2.7324 7.9526 0.0084 0.0045 0.004
O 9.5156 1.3503 24.2641 0.01 -0.0005 -0.0007
O 4.0413 6.863 24.1247 0.0062 -0.0041 -0.0015
O 0.0362 0.0252 7.9616 -0.0113 -0.0092 0.0022
O 5.5336 5.5099 8.0344 -0.0031 -0.0031 -0.0008
O 6.8451 9.5734 24.1924 0.0019 -0.0065 -0.0063
O 1.3662 4.0639 24.1601 0.0014 -0.0083 0.0052
O 3.8646 7.3815 8.9437 -0.0071 0.0046 0.0063
O 0.7966 4.375 8.5979 -0.0103 0.0117 0.0146
O 9.8126 6.1782 8.8048 0.0044 -0.0045 0.0067
O 2.1335 9.3776 8.4865 0.0105 -0.0136 0.0142
O 7.5236 3.9266 8.7999 0.0066 -0.0102 0.0081
O 4.2681 0.9215 9.0735 0.0113 -0.0034 0.0099
O 6.7321 9.5595 9.2296 -0.0014 0.0009 0.0125
O 9.2115 1.8559 8.8057 -0.0128 0.0083 0.0109
O 7.6906 3.1523 23.5273 -0.0157 0.0141 -0.0216
O 10.4829 5.8497 23.4462 -0.01 0.0117 -0.0167
O 5.0796 0.4426 23.4034 -0.0146 0.0178 -0.0223
O 5.8533 5.0891 23.3484 0.0091 -0.0115 -0.011
O 3.0992 2.2067 23.2648 0.0056 -0.0055 -0.0051
O 2.2951 8.7282 23.2255 -0.0156 0.0116 -0.0175
O 8.6225 7.7633 23.3767 0.0119 -0.0104 -0.011
O 0.2231 10.3178 23.5914 0.0104 -0.0137 -0.0217
Si 4.3829 1.5686 22.4488 0.0069 0.0009 0.0258
Si 3.4898 7.9306 14.0294 -0.0012 -0.0004 0.0001
Si 7.1163 0.9561 14.6646 0.003 0.0023 0.0004
Si 0.9428 9.3575 22.5044 0.0036 -0.006 0.0279
Si 1.1847 4.3093 11.8865 -0.0044 0.0084 0.0041
Si 6.2669 8.9633 15.3148 -0.0017 -0.0014 0.0022
Si 0.6787 1.3706 12.2949 0.0016 0.0001 0.0108
Si 8.6294 4.9469 20.4935 -0.0057 0.0056 0.0101
Si 0.3276 5.7165 9.368 -0.0032 -0.0006 -0.0156
Si 5.1029 3.1238 17.939 -0.0022 -0.0034 -0.0094
Si 0.8878 3.747 16.7421 -0.0037 0.0002 -0.0014
Si 10.4058 2.8484 19.2186 -0.0006 0.002 -0.0024
Si 5.2822 1.1859 10.3568 -0.0004 -0.0046 -0.0088
Si 0.8843 0.1799 19.834 0.0097 -0.0097 0.0012
Si 6.6471 9.4615 10.8751 -0.007 0.0066 -0.0089
Si 9.3377 9.6752 18.3208 0.0043 0.005 -0.0072
Si 9.3913 9.2481 12.5726 -0.0037 0.002 0.0062
Si 6.5664 3.8437 22.57 0.0018 -0.0017 0.0231
Si 2.4415 8.0664 9.3847 0.0016 -0.002 -0.0174
Si 10.5895 7.3674 17.0729 -0.0007 0.0001 -0.0063
Si 2.5108 6.2918 16.5746 0.0014 0.0006 -0.0084
Si 10.1773 4.4935 14.1901 0.0025 -0.0029 0.0022
Si 6.1402 9.1812 18.5094 -0.0032 0.0045 -0.0124
Si 7.9694 2.5718 9.5896 0.0018 0.0024 -0.0153
Si 8.8813 2.1443 12.4584 -0.0028 0.0044 0.0021
Si 5.3358 6.2442 18.0621 0.0024 -0.0016 -0.0122
Si 3.9238 0.5524 19.4523 -0.0055 0.0032 0.007
Si 4.28 3.8439 12.0528 0.0028 -0.0043 0.0089
Si 5.5429 6.6031 12.1396 0.0014 0.0045 0.0099
Si 8.0123 2.5039 17.2143 0.0018 -0.0007 -0.0052
Si 4.3601 2.4804 14.9654 0.0008 0.0058 -0.0028
Si 1.5396 1.2138 15.256 -0.0024 0.0025 -0.0024
Si 1.568 9.4176 12.0477 0.0089 -0.0062 0.0032
Si 8.0515 6.8532 13.8656 -0.0009 -0.001 0.0045
Si 10.3819 9.8381 15.486 -0.0013 0.0016 -0.0036
Si 9.8075 7.0141 22.53 0.0021 0.0015 0.0203
Si 8.1054 5.484 17.3965 0.0015 -0.0023 0.0013
O 6.0463 7.9621 11.2892 -0.0023 -0.0098 -0.0035
O 6.0196 9.2056 16.8935 0.0002 0.0003 0.0003
O 7.6797 1.3631 13.1942 -0.0045 -0.0034 0.0001
O 0.896 1.7495 13.8637 0.0032 -0.0012 0.0035
O 9.4242 6.2584 16.8776 0.002 0.0019 0.0028
O 6.7599 6.2048 13.1364 0.0069 -0.0003 -0.0023
O 5.1307 4.66 18.6097 0.0001 0.0026 0.0076
O 9.2304 2.1607 18.2707 -0.0058 -0.0011 0.0019
O 2.3663 0.0919 19.0739 0.0025 0.0002 0.0021
O 9.4116 10.234 16.7646 -0.0001 -0.0007 0.0008
O 2.7913 4.4369 11.709 0.0004 -0.0011 -0.0087
O 5.066 10.3196 19.1025 0.0055 -0.0058 0.0047
O 9.4273 3.242 13.4969 0.0022 0.0047 -0.0034
O 0.4601 1.7673 19.9529 -0.0026 0.002 0.0069
O 3.1531 1.3641 15.0622 0.0003 -0.0012 -0.0009
O 8.162 5.3713 19.0134 -0.0039 0.0033 -0.0113
O 3.8909 6.6002 17.3893 -0.0011 0.0001 0.0058
O 4.5777 3.282 16.385 0.0002 0.0005 0.0015
O 9.0643 5.6697 14.31 -0.0002 0.0005 -0.0039
O 5.4464 2.7573 22.1308 -0.0042 -0.0026 -0.0002
O 10.6744 4.1518 15.6863 0.0018 0 0.003
O 0.3455 3.8718 18.2791 0.0041 0.0029 0.0003
O 10.424 10.5127 19.2201 -0.0087 -0.0037 0.0019
O 9.6433 10.0291 14.0272 0.0022 0.0013 0.0035
O 10.9154 8.1155 22.0829 0.0005 0.0018 0.0023
O 1.1903 2.1621 16.5288 0.0008 -0.0003 0.0021
O 9.737 3.7489 20.4146 0.0052 -0.0069 0.0007
O 8.1322 4.0311 16.6727 -0.0011 0 0
O -0.0422 9.1051 11.9047 -0.0043 0.0013 -0.0078
O 6.587 2.4193 18.0091 0.0014 0.0007 0.0053
O 5.5844 10.7209 11.1968 0.0009 -0.0049 -0.0029
O 7.7498 9.5899 18.8429 0.0003 -0.0008 0.0082
O 10.0296 1.0273 12.0573 0.0014 0.0005 -0.0081
O 1.3163 6.956 9.0457 0.002 0.0025 -0.0004
O 0.6256 4.7678 13.3517 -0.0042 0.0001 0.0011
O 5.7073 7.6209 18.9794 -0.0005 -0.0015 0.01
O 5.2388 5.088 11.516 0.0001 0.0033 -0.0084
O 2.7127 6.9865 15.1138 -0.0011 -0.0016 0.0032
O 0.9116 2.7479 11.4626 -0.0005 -0.0034 -0.0065
O 0.8613 10.6864 15.546 0.0001 -0.0005 0.0008
O 2.3974 8.5866 10.911 -0.006 0.01 0.0137
O 4.6988 2.4355 11.2691 -0.0051 0.0121 0
O 4.2547 3.5121 13.6789 0.0001 -0.0058 0.0052
O 2.2052 4.6818 16.4819 0.0008 0.0006 0.0022
O 10.7034 8.2506 15.695 0.0004 -0.0005 -0.0002
O 6.9285 10.2889 14.6639 -0.0007 -0.0015 -0.0033
O 2.3439 8.9568 13.4237 0.004 -0.0021 0
O 8.0311 1.5185 15.9079 -0.0001 0.0006 0.0015
O 4.1252 6.9974 12.8512 -0.0048 0.0038 -0.0028
O 4.1788 2.01 18.7244 0.004 0.0061 0.0015
O 7.2983 4.4168 21.2596 0.0151 0.0082 -0.0129
O 8.4075 2.9282 11.1089 0.0068 -0.0016 0.0131
O 1.1773 6.8602 17.3553 -0.0001 0.0003 0.0058
O 5.6521 1.5735 14.756 0.0001 -0.0012 -0.0019
O 8.1319 9.7612 11.5876 0.0127 -0.0018 -0.0015
O 9.2037 6.2846 21.2243 -0.0081 -0.0141 -0.0109
O 8.9563 7.7177 12.8507 -0.0013 -0.0033 -0.0049
O 1.6526 0.1225 11.8739 -0.0028 0.002 -0.0075
O 6.6399 6.1467 17.057 -0.0006 0.0002 0.0019
O 7.3994 7.8015 15.0399 -0.0011 0.0033 -0.0001
O 1.213 10.3081 21.2262 -0.0018 0.018 -0.0196
O 10.0341 8.1991 18.3547 0.0005 -0.0021 0.0046
O 3.9464 0.8412 21.0741 -0.0059 -0.0109 -0.0222
O 0.3473 5.3409 10.9315 0.0042 -0.0089 0.0129
O 6.6926 1.5776 9.6296 -0.0052 -0.001 -0.0027
O 4.7792 8.7041 14.679 0.0034 0.0012 -0.0011

Results
free energy: -139961.469 eV
free energy less fixed offsets of As -4856.12, O -568.88, Si -635.61 eV per atom: -5.629 eV

The program warned: the cutoff lies below the one the program advises for these potential files; the exchange-correlation potential is rough where the density is thin.
